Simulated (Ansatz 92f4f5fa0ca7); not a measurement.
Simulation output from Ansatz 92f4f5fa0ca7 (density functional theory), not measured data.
Periodic cell of 273 atoms, Si165O106P2, from a study of silicon, its oxide and their interface. The atomic structure is a simulated model.
Doubt: the cutoff is far below the 930 eV that the study's wrapper takes by default for these files, so forces and energies are approximate.
This geometry differs little from another in the collection (a relaxation step or a small displacement).

Settings: functional PBE; potential files Ansatz PAW; basis plane waves; wave-function cutoff 580 eV; density cutoff ratio 5; exchange-correlation grid ratio 1; k mesh 1 x 1 x 1, Gamma-centred; self-consistency stop 5e-08 eV per atom in the density residual; occupations fixed; spin none; net charge 0.

Cell vectors (angstrom)
a, 11.6015, 0, 0
b, 0, 13.3963, 0
c, 0, 0, 29.8085

Atoms: element, x, y, z (angstrom)
Si, 11.5633, 0.1633, 22.9157
Si, 3.9584, 0.1483, 23.0536
Si, 7.684, 0.0512, 23.1672
Si, 2.0677, 3.4289, 22.8923
Si, 5.9265, 3.6864, 23.0113
Si, 9.7445, 3.5686, 23.0385
Si, 11.6877, 6.8927, 23.0752
Si, 3.9388, 7.0049, 23.1734
Si, 7.7669, 6.9347, 23.3072
Si, 2.0813, 10.3007, 23.2359
Si, 5.7593, 10.0061, 23.4042
P, 9.9268, 10.0193, 23.5515
Si, 11.6737, 2.3859, 23.7592
Si, 4.0186, 2.4053, 23.7591
Si, 7.8024, 2.3834, 23.7855
Si, 2.0184, 5.6878, 23.705
Si, 5.8309, 5.819, 24.0041
Si, 9.7445, 5.7891, 23.9194
Si, 11.9121, 9.0582, 24.0231
Si, 3.8113, 9.0827, 24.1842
P, 7.7251, 9.1165, 24.0306
Si, 1.9447, 12.5429, 23.8286
Si, 5.7844, 12.3138, 23.9577
Si, 9.7264, 12.3355, 23.8109
Si, 11.6475, 2.2955, 26.1769
Si, 3.9224, 2.3108, 26.1739
Si, 7.7622, 2.313, 26.1904
Si, 1.9807, 5.6238, 26.1464
Si, 5.8221, 5.6613, 26.3329
Si, 9.7165, 5.6496, 26.2769
Si, 11.6919, 8.9861, 26.3452
Si, 3.8797, 9.0111, 26.4686
Si, 7.7794, 9.0099, 26.3075
Si, 1.9367, 12.3853, 26.219
Si, 5.8004, 12.3312, 26.3024
Si, 9.6993, 12.3302, 26.2083
Si, 1.9767, 1.1983, 27.0194
Si, 5.8328, 1.186, 27.0254
Si, 9.697, 1.1779, 26.9984
Si, 11.654, 4.5107, 27.0151
Si, 3.8828, 4.5115, 27.0364
Si, 7.767, 4.5218, 27.046
Si, 1.9724, 7.8138, 27.0804
Si, 5.845, 7.8918, 27.0732
Si, 9.7243, 7.8825, 27.0412
Si, 11.628, 11.2379, 27.0433
Si, 3.8518, 11.2668, 27.0772
Si, 7.7636, 11.2426, 27.0454
Si, 1.9336, 1.1164, 29.4135
Si, 5.8008, 1.1164, 29.4135
Si, 9.6679, 1.1164, 29.4135
Si, 0, 4.4654, 29.4135
Si, 3.8672, 4.4654, 29.4135
Si, 7.7343, 4.4654, 29.4135
Si, 1.9336, 7.8145, 29.4135
Si, 5.8008, 7.8145, 29.4135
Si, 9.6679, 7.8145, 29.4135
Si, 0, 11.1635, 29.4135
Si, 3.8672, 11.1635, 29.4135
Si, 7.7343, 11.1635, 29.4135
Si, 0, 0, 0.3944
Si, 3.8672, 0, 0.3944
Si, 7.7343, 0, 0.3944
Si, 1.9336, 3.3491, 0.3944
Si, 5.8008, 3.3491, 0.3944
Si, 9.6679, 3.3491, 0.3944
Si, 0, 6.6981, 0.3944
Si, 3.8672, 6.6981, 0.3944
Si, 7.7343, 6.6981, 0.3944
Si, 1.9336, 10.0472, 0.3944
Si, 5.8008, 10.0472, 0.3944
Si, 9.6679, 10.0472, 0.3944
Si, 11.5492, -0.0468, 2.746
Si, 3.8443, -0.0689, 2.806
Si, 7.6651, -0.0937, 2.7748
Si, 1.9319, 3.2717, 2.746
Si, 5.7521, 3.2764, 2.8027
Si, 9.5999, 3.3102, 2.7648
Si, 11.568, 6.6382, 2.7593
Si, 3.8702, 6.623, 2.7426
Si, 7.7345, 6.6472, 2.7719
Si, 1.9247, 10.0002, 2.7538
Si, 5.8207, 10.0414, 2.775
Si, 9.6757, 9.9779, 2.7527
Si, 11.554, 2.2042, 3.4476
Si, 3.8189, 2.1266, 3.6562
Si, 7.6781, 2.1153, 3.5597
Si, 1.9049, 5.503, 3.4756
Si, 5.8055, 5.5259, 3.5714
Si, 9.6485, 5.524, 3.6198
Si, 11.6099, 8.8679, 3.5613
Si, 3.8935, 8.8705, 3.436
Si, 7.7392, 8.8792, 3.5573
Si, 1.8658, 12.2317, 3.5525
Si, 5.7528, 12.2192, 3.7482
Si, 9.618, 12.1985, 3.5167
Si, 11.4778, 2.164, 5.7666
Si, 3.7309, 2.0323, 6.0838
Si, 7.6054, 1.9727, 5.9331
Si, 1.8783, 5.4125, 5.8123
Si, 5.8029, 5.4702, 5.9481
Si, 9.6226, 5.4485, 6.025
Si, 11.6371, 8.7961, 5.938
Si, 3.9144, 8.7947, 5.7543
Si, 7.7714, 8.816, 5.9319
Si, 1.7832, 12.162, 5.9261
Si, 5.7179, 12.125, 6.2607
Si, 9.5828, 12.1141, 5.87
Si, 1.6316, 0.9779, 6.742
Si, 5.6688, 0.9926, 7.0319
Si, 9.6337, 0.9413, 6.6006
Si, 11.5754, 4.3195, 6.7328
Si, 3.8253, 4.3256, 6.5726
Si, 7.6924, 4.1834, 6.637
Si, 2.029, 7.633, 6.5226
Si, 5.8281, 7.7396, 6.7117
Si, 9.7153, 7.7093, 6.7423
Si, 11.4517, 10.9947, 6.7807
Si, 3.6558, 10.942, 6.6638
Si, 7.7551, 10.9817, 6.8722
O, 9.8969, 7.9026, 8.404
O, 9.9015, 0.8283, 8.2502
O, 1.0331, 0.9243, 8.3283
O, 3.0949, 10.5734, 8.1839
O, 5.8125, 7.9046, 8.3772
O, 5.6077, 1.1898, 8.7186
O, 3.7671, 4.3331, 8.2212
O, 7.6463, 3.7388, 8.2627
O, 0.0582, 4.2761, 8.406
O, 11.1528, 10.9531, 8.4319
O, 8.1156, 10.7832, 8.5113
O, 2.3678, 7.4995, 8.1281
O, 11.4491, 0.1888, 21.2388
O, 9.7415, 3.6573, 21.3727
O, 4.1548, 7.513, 21.5893
O, 6.0321, 4.1895, 21.3991
O, 5.8252, 9.6718, 21.7654
O, 2.1547, 3.3625, 21.21
O, 7.3427, 13.407, 21.5337
O, 4.0232, 0.1377, 21.3911
O, 7.7514, 7.0462, 21.6705
O, 2.1179, 10.2341, 21.5856
O, 11.5673, 7.0039, 21.4127
O, 9.9101, 9.5148, 21.9635
Si, 11.5724, 6.454, 11.3016
Si, 1.528, 10.3848, 16.2939
Si, 0.2242, 3.6925, 9.9233
Si, 8.1107, 12.8163, 20.2325
Si, 2.8431, 10.4663, 9.7772
Si, 2.6444, 10.41, 20.065
Si, 10.3623, 3.7032, 19.8637
Si, 0.241, 12.8245, 17.1062
Si, 10.8184, 0.6911, 19.8059
Si, 3.145, 7.7544, 16.2404
Si, 0.3621, 6.4784, 19.9247
Si, 9.3791, 2.5436, 14.3172
Si, 2.9058, 2.5445, 11.0577
Si, 5.1196, 12.0064, 15.3976
Si, 4.9911, 8.6639, 20.7701
Si, 3.6001, -0.3874, 11.3176
Si, 5.5747, 8.9128, 14.8137
Si, -0.1668, 11.3176, 10.0059
Si, 9.4645, 9.9801, 20.4375
Si, 3.5052, 0.0524, 19.8481
Si, 7.4626, 4.7094, 9.5511
Si, 2.3523, 12.3652, 14.1988
Si, 6.1778, 0.6012, 10.1606
Si, 2.8225, 2.8988, 19.7743
Si, 5.7136, 4.4662, 13.6885
Si, 7.4818, 0.222, 15.6252
Si, 9.6167, 11.3515, 15.1999
Si, 1.9809, 6.5651, 13.5521
Si, 2.8407, 3.5341, 14.028
Si, 11.759, 9.1751, 18.527
Si, 11.23, 0.8776, 9.208
Si, 9.1212, 7.3308, 9.7196
Si, 8.6694, 8.5705, 14.5824
Si, 4.7698, 7.1824, 12.3683
Si, 2.9966, 5.626, 18.7616
Si, 2.5341, 7.4071, 9.725
Si, 6.261, 8.4342, 9.8541
Si, 4.3251, 4.7626, 9.6677
Si, 9.3579, 10.5002, 12.2794
Si, 6.0082, 13.0013, 18.0155
Si, 8.0086, 4.944, 18.3969
Si, 8.3021, 5.4311, 15.2384
Si, 7.3206, 11.0841, 9.9261
Si, 5.4154, 4.2093, 19.8816
Si, 0.7759, 1.5125, 15.0618
Si, 7.5912, 7.5384, 20.1365
Si, 7.6366, 2.8073, 11.8827
O, 3.4514, 6.0858, 10.1066
O, 1.9413, 2.6747, 15.0978
O, -0.3615, 12.9472, 10.1782
O, 8.4264, 8.8915, 19.8491
O, 2.4671, 1.3078, 19.5124
O, 8.1618, 5.3724, 16.8479
O, 2.7902, 11.9898, 19.6723
O, 7.1508, 8.7779, 15.1362
O, 1.2735, 0.2011, 14.2074
O, 4.4034, 3.8331, 14.4733
O, 4.2398, 3.4179, 10.6282
O, 10.9479, 2.1041, 14.5051
O, 11.3721, 4.8463, 10.9956
O, 10.8363, 12.0405, 16.0533
O, 8.9296, 6.9226, 14.7799
O, 1.7772, 3.3636, 10.2416
O, 8.4573, 5.9396, 9.2239
O, 11.1478, 2.2877, 19.5679
O, 5.4127, 7.6144, 10.9485
O, 11.4622, 7.5807, 18.8059
O, 7.8691, 8.2723, 10.158
O, 10.1296, 7.1619, 10.9913
O, 9.2099, 4.1268, 14.7722
O, 8.8908, 11.4677, 20.6659
O, 10.5735, 10.5152, 11.1632
O, 8.3539, 12.2352, 15.7376
O, 4.4653, 2.8869, 19.8331
O, 4.7501, 0.234, 18.813
O, 10.6454, 10.0742, 19.3203
O, 6.862, 0.6679, 17.0896
O, 0.506, 6.7522, 12.8365
O, 1.0479, 7.1395, 10.307
O, 3.1333, 7.188, 12.5602
O, 4.0506, 9.6117, 19.846
O, 6.7814, 5.2048, 14.674
O, 0.5582, 0.9416, 16.5753
O, 1.5439, 11.8152, 17.131
O, 5.3597, 8.3378, 13.3246
O, 2.9674, 12.3856, 12.6865
O, 6.4288, 3.2237, 12.9085
O, 2.7399, 9.3139, 16.5846
O, 6.0431, 7.8972, 19.788
O, 1.9822, 6.3727, 19.7959
O, 1.5916, 9.6249, 19.1303
O, 9.4853, 9.7218, 15.4721
O, 3.1006, 8.8919, 10.212
O, 8.9763, 9.0489, 13.0155
O, 2.1458, 7.2941, 15.0099
O, 9.1729, 3.8717, 18.7707
O, 4.7192, 7.9344, 15.8194
O, 7.235, 1.6058, 10.8716
O, 8.1613, 6.3348, 19.2248
O, 5.9042, 5.1649, 9.6366
O, 7.0541, -1.0153, 19.0905
O, 11.0559, 2.2541, 10.097
O, 8.968, 2.4173, 12.7391
O, 9.7261, 11.5091, 13.5467
O, 6.5994, 4.2024, 18.7648
O, 6.0372, 10.0542, 9.9711
O, 1.3509, 10.8388, 10.2895
O, 5.1645, 10.4954, 14.7819
O, 1.6533, 10.9238, 14.7051
O, 11.3461, 13.0817, 18.6323
O, 5.4448, 11.8508, 16.9983
O, 8.0908, 10.9947, 11.3689
O, 11.333, 4.9999, 19.6715
O, 8.367, 1.4941, 15.1044
O, 2.4566, 4.044, 18.617
O, 3.7483, 11.6909, 10.3712
O, 9.1854, 0.5544, 19.7736
O, 2.7906, 2.6406, 12.6723
O, 3.6264, 12.6306, 15.1903
O, 7.9892, 4.0916, 10.9498
O, 5.1049, 0.2609, 11.357
O, 4.4606, 5.4949, 19.4872
O, 6.1782, 13.1009, 14.736
O, 3.0572, 6.5757, 17.4033
O, 2.7701, 0.9298, 10.741
O, 0.2324, 9.5275, 16.9128
O, 5.234, 5.6439, 12.6639
O, 2.1297, 4.9658, 13.7739
O, 6.8886, 12.6204, 9.731

Results
free energy: -166683.999 eV
free energy less fixed offsets of O -568.88, P -755.39, Si -635.61 eV per atom: 3.711 eV

Forces (eV/angstrom), in the order of the atoms: element, x, y, z
Si, -0.0693, 0.0046, -0.0012
Si, -0.0015, -0.0098, 0.0004
Si, 0.0108, -0.0213, 0.0133
Si, -0.0081, 0.0069, 0.0123
Si, -0.0011, -0.0008, -0.0011
Si, 0.0066, -0.0202, -0.0023
Si, 0.0044, 0.0033, -0.0146
Si, -0.0173, 0.0244, 0.0047
Si, -0.0041, 0.0351, 0.0399
Si, -0.0228, -0.0588, -0.014
Si, -0.0161, -0.0334, 0.0217
P, 0.0375, -0.058, -0.2133
Si, 0.0179, -0.0219, -0.0029
Si, -0.0093, 0.0173, -0.0103
Si, -0.0025, 0.0186, 0.0026
Si, 0.0222, -0.02, -0.0039
Si, 0.0303, -0.0116, 0.0159
Si, -0.0282, -0.0095, 0.0093
Si, -0.0516, 0.0778, -0.0367
Si, 0.0113, 0.0274, 0.0082
P, -0.0644, -0.0216, 0.1836
Si, 0.0245, -0.0027, 0.0078
Si, -0.0133, 0.0006, -0.0027
Si, 0.0351, 0.0493, 0.0102
Si, -0.0047, -0.0017, -0.0016
Si, 0.0001, -0.0008, 0.004
Si, 0.012, -0.005, 0.0005
Si, -0.0015, 0.0046, -0.005
Si, -0.0125, -0.0085, 0.0057
Si, 0.0244, -0.0065, 0.0075
Si, -0.0079, -0.0055, -0.0494
Si, -0.0162, -0.0084, -0.0113
Si, -0.0356, -0.0245, -0.0449
Si, -0.0042, -0.0006, 0.0074
Si, -0.0008, 0.0128, 0.0031
Si, -0.0098, -0.0122, -0.0175
Si, -0.0046, 0.0067, -0.0073
Si, -0.0067, -0.0025, 0.006
Si, 0.004, 0.0066, -0.0045
Si, -0.014, 0.003, 0.0078
Si, 0.0031, -0.0069, -0.0004
Si, -0.0168, -0.0023, -0.0086
Si, 0.0007, -0.0003, 0.0116
Si, 0.0277, 0.0127, 0.0169
Si, -0.0066, 0.0128, 0.0172
Si, 0, 0, -0.0048
Si, -0.0078, 0.0005, 0.0042
Si, 0.0258, -0.002, 0.0025
Si, 0.0649, 0.2001, -0.1455
Si, 0.062, 0.1456, -0.1282
Si, 0.0887, 0.0892, -0.2253
Si, 0.1434, 0.0544, -0.1196
Si, -0.0608, 0.0393, -0.1207
Si, 0.1043, 0.0335, 0.0061
Si, 0.0082, -0.1886, 0.3066
Si, 0.1348, 0.058, 0.308
Si, 0.0286, 0.0956, -0.0689
Si, 0.0269, 0.1511, -0.0341
Si, -0.0991, 0.2595, 0.2626
Si, 0.0691, 0.0875, -0.0558
Si, -0.0819, -0.1276, -0.1595
Si, 0.0349, -0.1732, 0.3065
Si, -0.2161, -0.2036, 0.031
Si, 0.1086, -0.1639, -0.0784
Si, -0.1313, -0.1272, 0.2183
Si, -0.2, 0.0019, -0.0332
Si, -0.1133, -0.0171, 0.0023
Si, -0.0131, -0.137, -0.1362
Si, 0.0219, -0.0422, 0.0717
Si, -0.0457, 0.0112, -0.1164
Si, 0.109, 0.1193, 0.0399
Si, 0.0033, -0.1272, -0.0906
Si, 0, -0.0005, 0.0024
Si, 0.0018, 0.001, -0.0001
Si, -0.0035, 0.0041, -0.0045
Si, -0.0012, -0.0022, -0.0029
Si, 0.0004, 0.0019, -0.0006
Si, -0.002, -0.0002, -0.0005
Si, 0.0005, -0.0032, -0.0078
Si, -0.0072, -0.0048, -0.002
Si, 0.0008, -0.0034, -0.0012
Si, 0.001, -0.0006, -0.0004
Si, -0.0034, 0.0002, -0.0006
Si, 0.0004, -0.0001, 0.001
Si, 0.0014, 0.0016, -0.0007
Si, 0, -0.0004, -0.001
Si, 0.0011, -0.0015, -0.0005
Si, 0.0066, 0.0031, 0.0029
Si, 0, -0.0011, 0.002
Si, 0.0023, 0.0026, 0.0008
Si, 0.0003, -0.0003, -0.0019
Si, 0.0014, 0.0007, -0.0002
Si, -0.0017, 0.0002, -0.0016
Si, -0.0002, 0.0005, -0.0019
Si, 0.0018, 0.0003, -0.0002
Si, -0.0004, -0.0004, -0.0018
Si, -0.0028, -0.0008, -0.0006
Si, -0.0013, -0.001, -0.001
Si, -0.0014, 0.0007, 0.0013
Si, -0.0007, -0.0016, -0.0009
Si, -0.0003, 0, 0.0004
Si, -0.001, -0.0011, -0.0003
Si, -0.0001, 0.0004, 0.0004
Si, -0.0008, -0.001, -0.0003
Si, -0.0004, 0.0001, 0.0006
Si, -0.0008, 0.0003, 0.0005
Si, -0.0011, 0.0003, -0.0007
Si, 0.0001, -0.0002, 0.001
Si, 0.0011, 0.0009, -0.0022
Si, 0.0022, 0.0012, -0.0029
Si, -0.0009, 0.0011, -0.0032
Si, 0.0015, 0.002, -0.0023
Si, -0.0004, -0.0002, -0.002
Si, 0.0009, 0.0002, -0.0012
Si, -0.0008, -0.0012, -0.0023
Si, -0.0017, -0.0021, -0.0028
Si, -0.0003, -0.0006, -0.0018
Si, 0.0001, -0.0005, -0.003
Si, 0.0016, -0.0012, -0.0005
Si, 0, -0.0001, -0.0022
O, -0.0006, -0.0002, 0.0003
O, 0.0009, -0.0002, 0.0013
O, -0.0012, -0.0005, 0.0011
O, -0.0011, 0.0002, 0.0033
O, 0.001, 0.0011, 0.0019
O, -0.0005, -0.0009, 0.0034
O, 0.0013, 0.0009, 0.003
O, -0.0003, 0.0003, 0.0026
O, 0.0007, -0.0015, 0.0047
O, -0.0001, 0.0004, 0.003
O, -0.0007, 0.0002, 0.0017
O, 0.0002, 0.0001, 0.0016
O, 0.0194, -0.0047, 0.0047
O, 0.0005, 0.0046, 0.0013
O, -0.0056, -0.0071, -0.0076
O, 0.0029, 0.0038, 0.0096
O, 0.0049, 0.0064, -0.0199
O, 0.0021, -0.0052, -0.006
O, -0.0118, 0.0198, -0.0203
O, 0.002, 0.0098, 0.0044
O, -0.0092, -0.0203, -0.0211
O, 0.0211, 0.0089, 0.0174
O, -0.0064, -0.0001, 0.0126
O, -0.0492, 0.1076, -0.2161
Si, -0.0015, -0.0007, 0.0003
Si, 0.0055, -0.001, 0.0085
Si, 0.0005, 0.0006, -0.0013
Si, -0.0038, 0.0095, 0.0011
Si, 0, 0, -0.0009
Si, -0.0201, -0.0115, -0.0139
Si, -0.0044, 0.0032, -0.0068
Si, -0.0006, 0.0009, -0.0047
Si, 0.0058, -0.0043, -0.0012
Si, 0, -0.0008, -0.0026
Si, -0.001, -0.0052, -0.005
Si, -0.0003, 0.0015, -0.0022
Si, -0.0008, 0.0004, -0.0005
Si, -0.0005, -0.0008, -0.0034
Si, 0.0078, 0.0026, -0.0047
Si, 0.0009, 0.0007, -0.0009
Si, 0.0013, -0.0012, -0.0032
Si, -0.0003, 0.0004, 0
Si, 0.1114, -0.1094, 0.1454
Si, -0.0022, -0.007, -0.0094
Si, -0.0004, 0, -0.0019
Si, 0.0002, 0.002, -0.0023
Si, -0.0004, -0.0003, -0.0014
Si, -0.0039, 0.0013, 0.001
Si, 0.0003, -0.0004, -0.0001
Si, -0.0013, -0.0035, 0
Si, 0.0002, -0.0023, -0.0027
Si, -0.0019, -0.0008, -0.0007
Si, -0.0002, 0.001, -0.0036
Si, -0.0541, 0.0812, 0.06
Si, -0.0001, 0, -0.0004
Si, 0.0001, -0.0001, -0.0002
Si, 0.0019, 0.0012, -0.0012
Si, 0.001, 0.0002, -0.0002
Si, 0.0021, 0.0067, -0.0047
Si, -0.0002, -0.0005, -0.0006
Si, 0.0006, 0.0005, 0
Si, -0.0004, 0.0004, -0.0009
Si, -0.0007, 0.0002, -0.0022
Si, -0.0009, -0.0035, -0.0093
Si, -0.0024, 0.0029, -0.0072
Si, -0.0009, -0.0007, -0.002
Si, 0.0006, -0.0008, -0.0007
Si, 0.0035, 0.0053, -0.0087
Si, -0.0004, 0.001, -0.0032
Si, -0.0213, -0.03, 0.007
Si, -0.0002, 0.0006, -0.0009
O, -0.0008, 0, -0.0008
O, -0.001, -0.0007, 0.0007
O, -0.0001, -0.0008, -0.0008
O, 0.1774, 0.1885, 0.0473
O, -0.001, 0.0018, -0.0009
O, -0.0002, -0.0013, 0.0006
O, 0.005, 0.0095, -0.0003
O, -0.003, 0, -0.0005
O, -0.0006, -0.0004, -0.0004
O, -0.0017, -0.0001, 0.0002
O, -0.0006, -0.0016, -0.0005
O, 0.0011, -0.0013, 0.0003
O, 0.0006, 0.0005, -0.0014
O, 0.0016, 0.0004, -0.0008
O, -0.0002, -0.0001, -0.0001
O, -0.0016, -0.0009, 0.0006
O, -0.0003, 0.0002, -0.0006
O, -0.0008, -0.0003, 0.0003
O, -0.0018, -0.001, 0.0019
O, -0.0077, 0.0375, -0.0123
O, -0.0007, 0.0003, -0.0011
O, 0.001, -0.0006, -0.0002
O, -0.0005, -0.0002, -0.0002
O, 0.0372, -0.084, 0.0192
O, -0.0012, -0.0003, 0.0006
O, -0.0072, 0.0065, -0.0015
O, -0.0011, -0.0054, 0
O, 0.001, -0.001, 0.0049
O, 0.0313, -0.1179, 0.0515
O, 0.0026, -0.0051, -0.0038
O, 0.0011, -0.0002, 0
O, -0.0009, -0.0004, -0.0005
O, 0.0007, -0.0002, -0.0012
O, -0.008, 0.0061, 0.0027
O, 0.001, 0.0001, 0.0004
O, 0.0001, 0.0007, 0.0008
O, 0.0005, -0.0073, -0.0032
O, 0.0004, 0.0003, 0.0003
O, -0.001, -0.0012, 0.001
O, -0.0007, 0.0001, -0.0006
O, -0.0108, 0.0024, -0.0073
O, -0.0186, -0.0123, -0.0104
O, 0.0024, 0.0003, 0.0037
O, -0.0629, -0.004, -0.0282
O, 0.001, -0.0006, -0.0011
O, 0.0001, 0.0005, -0.0013
O, -0.0008, -0.0012, 0.0008
O, 0.003, 0, 0.0025
O, 0.0053, -0.0025, 0.0034
O, -0.005, -0.0006, 0.0015
O, 0.0004, 0.0012, -0.0002
O, 0.0049, -0.0227, -0.0127
O, -0.0005, -0.0004, -0.0006
O, -0.0014, -0.0005, -0.0008
O, 0, -0.0001, -0.0012
O, 0.0003, -0.0004, 0.0011
O, -0.0006, 0.0002, 0.0017
O, 0.001, -0.0003, -0.0018
O, -0.0004, 0.0002, -0.0012
O, 0.0012, -0.0001, -0.0017
O, 0.0002, 0.0009, -0.0009
O, -0.0019, -0.001, 0.0017
O, -0.0036, -0.0045, 0.0043
O, 0.0025, 0.0032, 0.0063
O, 0.0009, 0, 0.0011
O, -0.0013, 0.0015, 0.0029
O, -0.0019, -0.003, 0.0015
O, -0.0004, -0.0021, 0.001
O, -0.0015, -0.0007, -0.0014
O, -0.0012, -0.0006, 0.0026
O, -0.0001, 0.0012, 0.002
O, 0.0023, -0.0011, 0.0006
O, -0.0001, -0.0016, 0.001
O, -0.0017, -0.0007, -0.0005
O, 0.001, 0.0001, -0.0002
O, 0.0044, 0.0002, 0.0056
O, 0.0003, -0.0037, 0.0034
O, -0.0002, -0.0009, -0.0008
O, 0.0002, -0.0044, 0.0548
O, -0.0006, 0.0006, -0.0009
O, 0.0013, -0.0035, -0.0008
O, -0.0003, -0.0002, -0.0003

The program warned: the cutoff lies below the one the program advises for these potential files; the forces do not sum to zero within the program's tolerance; the exchange-correlation potential is rough where the density is thin.
